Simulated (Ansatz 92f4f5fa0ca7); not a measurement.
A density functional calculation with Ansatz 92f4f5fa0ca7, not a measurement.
Periodic cell of 224 atoms, Si133O90H1, from a study of silicon, its oxide and their interface. The atomic structure is a simulated model.
Doubt: the cutoff is far below the 930 eV that the study's wrapper takes by default for these files, so forces and energies are approximate.
This geometry differs little from another in the collection (a relaxation step or a small displacement).

Settings: functional PBE; potential files Ansatz PAW; basis plane waves; wave-function cutoff 580 eV; density cutoff ratio 5; exchange-correlation grid ratio 1; k mesh 1 x 1 x 1, Gamma-centred; self-consistency stop 5e-08 eV per atom in the density residual; occupations fixed; spin none; net charge +1 e, with a uniform compensating background and no finite-size correction.

Cell vectors (angstrom)
a  10.938  0  0
b  0  10.938  0
c  0  0  32.3954

Atoms and the computed forces on them: element, x, y, z (angstrom), force x, y, z (eV/angstrom)
Si  0.2701  -0.1945  24.9307  0.0976  -0.074  -0.1769
Si  5.17  0.4746  24.9213  0.0168  0.0604  -0.2327
Si  2.8692  2.6439  25.0081  0.0814  -0.0692  -0.2322
Si  7.9066  2.9866  24.8968  -0.0651  0.0521  -0.1334
Si  -0.2343  5.7635  24.8939  -0.0529  0.0675  -0.1809
Si  5.7076  5.2368  24.9253  0.0736  -0.0839  -0.1595
Si  2.4873  8.5043  24.8664  -0.0971  0.0889  -0.167
Si  8.4592  7.9891  24.835  0.0338  -0.0068  -0.2011
Si  1.3607  1.3849  26.2959  0.0391  -0.0289  -0.0369
Si  6.7949  1.4539  26.3019  0.0141  0.025  -0.0527
Si  4.1073  4.1568  26.3022  0.0445  0.0095  -0.0969
Si  9.5505  4.1363  26.1872  -0.0331  0.0282  -0.0861
Si  1.3491  6.9127  26.2331  -0.0102  0.0145  -0.0964
Si  6.8654  6.8587  26.1979  0.0257  -0.0291  -0.0675
Si  4.114  9.6435  26.1555  -0.0362  0.0348  -0.066
Si  9.5723  9.5879  26.2029  0.0153  -0.0255  -0.0834
Si  2.748  0.0028  27.6205  0.0121  0.0114  0.0104
Si  8.1883  0.0147  27.5794  -0.0029  -0.0061  0.0139
Si  -0.0378  2.7587  27.5913  -0.013  0.0139  0.0172
Si  5.4369  2.773  27.6729  -0.0338  -0.001  0.0193
Si  2.7066  5.5206  27.6024  -0.0278  -0.0044  0.0188
Si  8.1986  5.4836  27.6071  0.0108  -0.0206  0.001
Si  -0.0271  8.2333  27.625  -0.009  -0.0096  0.0017
Si  5.462  8.2288  27.5486  -0.026  -0.017  0.0001
Si  4.1018  1.3673  28.9772  -0.0702  -0.0289  0.3475
Si  9.5708  1.3673  28.9772  -0.1268  0.0394  -0.1335
Si  1.3673  4.1018  28.9772  -0.1003  0.0915  -0.194
Si  6.8362  4.1018  28.9772  0.0924  0.2454  0.2552
Si  4.1018  6.8362  28.9772  0.0532  0.2837  -0.212
Si  9.5708  6.8362  28.9772  -0.023  0.0185  0.101
Si  1.3673  9.5708  28.9772  0.0364  0.0619  0.0905
Si  6.8362  9.5708  28.9772  -0.0467  0.0048  -0.2846
Si  0  0  30.3444  0.0788  -0.0083  -0.0384
Si  5.469  0  30.3444  -0.0105  -0.0152  -0.0081
Si  2.7345  2.7345  30.3444  0.017  -0.0786  -0.022
Si  8.2035  2.7345  30.3444  -0.0224  -0.0141  -0.0179
Si  0  5.469  30.3444  -0.0223  0.0088  -0.003
Si  5.469  5.469  30.3444  0.0979  -0.0019  -0.0261
Si  2.7345  8.2035  30.3444  0.0264  0.0077  -0.0177
Si  8.2035  8.2035  30.3444  0.0054  -0.0639  -0.0376
Si  1.3673  1.3673  31.7117  -0.0598  0.0347  0.0026
Si  6.8362  1.3673  31.7117  0.0229  0.049  0.0125
Si  4.1018  4.1018  31.7117  -0.0262  0.0445  -0.0153
Si  9.5708  4.1018  31.7117  0.0065  -0.0181  -0.0087
Si  1.3673  6.8362  31.7117  0.0516  0.0471  0.0001
Si  6.8362  6.8362  31.7117  -0.0311  0.0455  -0.0116
Si  4.1018  9.5708  31.7117  -0.0312  -0.0023  -0.0235
Si  9.5708  9.5708  31.7117  -0.026  0.0297  -0.0218
Si  2.7345  0  0.6835  0.0428  -0.0084  0.0162
Si  8.2035  0  0.6835  0.0292  -0.1184  0.0196
Si  0  2.7345  0.6835  -0.0067  0.0096  -0.0031
Si  5.469  2.7345  0.6835  0.0212  -0.0455  -0.0042
Si  2.7345  5.469  0.6835  0.0156  -0.0628  0.0306
Si  8.2035  5.469  0.6835  -0.0248  0.039  0.0111
Si  0  8.2035  0.6835  -0.0101  -0.0525  -0.0076
Si  5.469  8.2035  0.6835  0.0331  -0.025  0.0165
Si  4.1018  1.3673  2.0507  -0.0127  0.0248  0.02
Si  9.5708  1.3673  2.0507  0.0894  0.1263  0.0556
Si  1.3673  4.1018  2.0507  -0.0987  -0.0243  0.0031
Si  6.8362  4.1018  2.0507  -0.0759  -0.0627  0.0158
Si  4.1018  6.8362  2.0507  -0.0463  0.0797  -0.0204
Si  9.5708  6.8362  2.0507  -0.0108  0.1113  0.0201
Si  1.3673  9.5708  2.0507  -0.0113  -0.0352  0.0339
Si  6.8362  9.5708  2.0507  0.0114  0.0376  0.0136
Si  0  0  3.418  0.2623  0.1597  0.4046
Si  5.469  0  3.418  0.3255  0.2291  -0.2805
Si  2.7345  2.7345  3.418  -0.2038  -0.276  -0.1464
Si  8.2035  2.7345  3.418  0.0819  0.1319  0.1535
Si  0  5.469  3.418  -0.1024  -0.3439  0.1004
Si  5.469  5.469  3.418  -0.1662  -0.3147  0.2484
Si  2.7345  8.2035  3.418  -0.3022  -0.3703  -0.4874
Si  8.2035  8.2035  3.418  0.2898  -0.0347  -0.1879
Si  1.4674  1.3589  4.885  0.0129  0.029  0.0147
Si  6.8259  1.3992  4.7963  -0.0014  -0.0691  -0.0138
Si  3.9994  4.0809  4.8098  -0.1122  0.0927  -0.0431
Si  9.6118  4.0415  4.8507  0.0168  0.0133  -0.0388
Si  1.39  6.7909  4.7672  -0.0064  0.0787  -0.0397
Si  6.9356  6.7489  4.7449  0.1018  0.0214  -0.0199
Si  4.1431  9.517  4.6784  0.0246  -0.0313  0.0106
Si  9.5648  9.5923  4.7867  0.0011  -0.0516  0.0093
Si  2.9521  -0.1396  6.165  0.0047  -0.0696  0.036
Si  8.1629  0.0388  6.1912  0.0075  -0.0341  0.1012
Si  0.0057  2.676  6.3175  -0.0135  -0.0585  0.0005
Si  5.402  2.723  6.1452  0.1148  -0.0888  0.1566
Si  2.5536  5.3671  6.2371  0.0034  -0.0317  0.0623
Si  8.283  5.423  6.2443  0.041  0.082  0.0838
Si  0.0715  8.1859  6.0824  -0.0395  0.0461  0.0754
Si  5.4721  8.1166  5.9242  -0.0426  -0.0565  0.0467
Si  4.4281  1.1074  7.6802  -1.1038  0.2438  -1.354
Si  9.905  0.9328  7.5631  0.0895  -0.0792  0.0385
Si  0.9644  4.2609  7.8096  -0.0193  0.0507  -0.0458
Si  6.5273  4.3436  7.3924  -0.14  0.2379  -0.1082
Si  4.3239  6.5547  7.1925  -0.0026  -0.0251  0.1789
Si  9.3406  7.216  7.4348  -0.2033  0.1106  0.0227
Si  1.3464  9.6584  7.4366  -0.1371  0.0887  0.0107
Si  6.8835  9.3436  7.3224  0.4022  -0.3465  -0.2484
O  9.5835  6.8663  24.3601  0.0131  -0.0172  0.3006
O  3.968  1.5263  24.4943  0.0485  -0.0322  0.2786
O  8.0859  8.2506  7.4646  -0.1057  0.1142  0.0934
O  3.0043  1.573  8.4229  0.5712  -0.3024  0.139
O  6.7961  4.1073  24.348  -0.0079  0.0246  0.3506
O  1.3576  9.6187  24.335  -0.0154  0.0102  0.3491
O  5.474  5.546  7.8417  -0.0547  -0.1117  -0.2128
O  0.1537  -0.191  7.6598  0.0074  0.1004  0.0094
O  6.8146  3.5205  8.8199  -0.2666  -0.5865  0.2729
O  6.363  9.5831  8.8851  -0.2564  0.781  0.2078
O  9.7471  7.3358  9.0547  0.0327  -0.0203  -0.1543
O  1.8765  9.2157  8.9528  0.0478  -0.0515  -0.0888
O  5.5072  1.1152  9.2686  0.2695  0.0012  0.6796
O  1.7763  3.7388  9.1359  0.1566  -0.1544  0.049
O  9.6386  1.1372  9.1701  -0.0816  0.0359  -0.0686
O  3.7299  7.4501  8.4131  -0.0078  0.0348  -0.0001
O  7.8491  8.5968  23.4278  0.039  -0.1062  0.2757
O  8.4536  2.2016  23.5627  0.0061  0.0425  0.1207
O  5.0049  5.9004  23.6009  0.0068  0.009  0.0974
O  2.2597  3.3033  23.6284  -0.0013  -0.0157  0.1658
O  10.5906  0.6134  23.642  0.0589  -0.033  0.1254
O  0.4007  5.1814  23.4929  -0.018  0.0095  0.163
O  3.1494  7.8368  23.5141  0.0083  0.0233  0.142
O  5.507  14.1144  19.1745  0.0226  0.0414  -0.0726
Si  11.393  2.3714  20.7779  0.0625  -0.1052  -0.0425
Si  7.8336  9.3874  22.0046  -0.035  0.0203  -0.1917
Si  2.2547  5.1696  13.5487  -0.0187  0.075  0.2623
Si  12.2902  7.3589  16.8185  0.0306  -0.0012  0.1758
Si  -0.1279  -4.6187  9.7312  -0.0563  0.028  0.2324
Si  10.9318  8.9153  14.7868  0.0169  -0.0282  0.1284
Si  -1.37  -4.9909  17.7044  -0.025  -0.0009  0.1816
Si  1.6133  4.4639  22.6799  -0.0643  -0.1032  -0.1281
Si  4.5834  10.9349  16.9348  -0.039  0.0111  0.2752
Si  6.9028  5.875  16.2768  0.0138  -0.0082  0.1824
Si  5.7553  2.7699  9.8154  0.4028  1.4157  0.4308
Si  2.7963  9.2212  18.6613  0.0217  0.0582  0.193
Si  7.8122  3.5608  11.7329  0.3823  0.3269  0.2986
Si  9.0939  1.0835  10.6886  0.458  0.2233  0.2062
Si  9.0737  1.5944  15.9222  0.1111  -0.0093  0.1831
Si  2.6362  4.673  16.556  -0.0627  0.0255  0.1707
Si  -3.9121  3.4123  14.6264  0.0089  0.0379  0.2159
Si  6.259  10.6893  10.0674  0.675  -1.2765  0.734
Si  16.043  4.5096  18.3391  -0.0294  -0.0388  0.1809
Si  4.9713  7.1893  19.8116  0.0355  0.043  -0.0846
Si  -1.5598  1.1708  22.7061  -0.0123  0.0454  -0.1672
Si  2.1219  2.372  12.5085  -0.109  0.0832  0.4833
Si  5.4631  10.9678  21.9032  -0.0952  -0.0069  -0.2568
Si  0.089  6.9601  12.7474  0.076  0.0093  0.261
Si  13.7652  2.6384  9.6411  -0.5648  0.2565  0.2639
Si  10.9543  3.2392  17.7785  0.0542  -0.0494  0.1909
Si  8.0998  7.9467  19.3815  -0.0418  0.0002  0.1138
Si  -6.3499  1.4881  14.3224  -0.0608  0.0035  0.3031
Si  -2.2345  -1.2486  16.7403  -0.0341  -0.0413  0.2032
Si  2.8999  7.8653  12.3938  -0.1106  -0.0644  0.2706
Si  -5.7992  1.621  19.4252  -0.0825  0.0032  0.1448
Si  -0.3433  0.6527  13.3253  0.0443  -0.0592  0.3335
Si  3.8709  6.6282  22.686  0.0453  0.0215  -0.0391
Si  2.758  0.4037  20.7056  0.0079  0.0504  -0.0435
Si  13.536  7.8403  9.4779  0.0517  0.0255  0.0449
Si  6.2544  8.6804  15.3379  0.0083  0.0279  0.2302
Si  5.1074  -1.1806  12.8821  -0.2215  -0.1348  0.7017
O  6.4293  5.0677  17.599  0.0563  0.0042  -0.0914
O  -0.568  -4.6313  11.3565  0.0456  -0.014  -0.2931
O  6.7195  4.9609  14.9635  -0.0017  -0.0473  -0.1195
O  2.2177  9.9995  19.9646  0.0324  -0.0393  -0.0586
O  -0.2621  5.0381  8.6778  0.1394  -0.1036  -0.148
O  1.0077  3.8078  21.3166  0.0832  0.1145  0.1558
O  1.4426  6.7028  9.63  -0.0032  -0.0111  -0.0057
O  -5.5912  0.2403  13.6167  0.0788  -0.0762  -0.2318
O  14.1695  6.4318  13.1368  0.0091  0.0383  -0.1164
O  8.5633  11.3026  16.864  -0.0098  0.0408  -0.0585
O  5.3356  9.724  16.1701  0.0377  -0.048  -0.1176
O  -1.4811  1.0849  14.414  0.0083  -0.0184  -0.193
O  2.2663  3.997  12.4196  0.0383  -0.1305  -0.2139
O  6.0055  8.6683  13.714  -0.0095  0.0799  -0.203
O  2.6829  4.4519  14.9386  0.0114  0.0131  -0.1309
O  6.3782  2.8656  11.3081  -0.4942  -0.417  -0.5616
O  3.2692  1.7728  13.4558  -0.0213  -0.0056  -0.1665
O  14.9298  4.0985  17.226  -0.0189  -0.0023  -0.0873
O  -3.1022  13.5928  15.8224  -0.04  0.01  -0.0625
O  0.7092  5.7216  13.6172  -0.0321  0.012  -0.1164
O  7.7873  9.1359  15.5271  -0.0252  -0.0018  -0.1318
O  0.3193  2.4232  19.1569  -0.0143  0.0214  -0.0517
O  4.5631  5.6813  19.3273  -0.0116  -0.0168  -0.0221
O  7.8197  5.1102  11.2522  -0.0258  -0.1479  -0.0892
O  10.9163  6.5681  17.0806  -0.0101  0.0293  -0.0657
O  2.7428  5.5431  22.2375  0.0074  0.0143  0.0156
O  9.0649  6.67  19.0751  0.0314  -0.008  -0.0675
O  1.2754  7.9946  12.2988  0.0284  0.0333  -0.1007
O  -5.4418  0.6717  18.1293  0.0235  -0.0486  -0.1049
O  7.6621  0.2968  10.6632  -0.717  -0.0263  -0.361
O  11.3204  -0.6862  13.9288  -0.0427  0.0743  -0.1086
O  4.2595  3.4109  9.8602  0.4452  -0.5203  -0.1226
O  4.0909  8.3093  19.0258  0.038  -0.0325  -0.0024
O  8.4743  6.1954  16.5211  -0.0048  -0.0149  -0.1137
O  1.3884  3.8856  17.2118  0.0395  0.0158  -0.0773
O  -0.8299  7.8679  13.7651  0.033  -0.0363  -0.0966
O  5.5844  2.7509  14.3219  -0.0054  -0.0009  -0.0979
O  2.5717  6.2829  16.8002  -0.0046  -0.012  -0.0667
O  9.8374  4.3886  18.0737  -0.0346  0.0178  -0.0553
O  4.1723  1.1365  15.852  0.0046  0.0503  -0.1609
O  3.4307  7.9106  10.8619  -0.0035  0.0406  -0.2
O  3.5727  -1.7503  13.0689  0.1082  0.0381  -0.1273
O  8.5372  10.8412  22.1539  0.0514  0.0691  0.0592
O  -2.9511  3.3946  13.3293  -0.0248  -0.0392  -0.2069
O  9.9512  2.0101  21.433  -0.0997  -0.0574  0.1814
O  8.5744  8.5477  20.8208  -0.0148  0.0033  0.0412
O  -5.0231  1.1673  20.7996  0.008  -0.0382  0.0601
O  5.4577  -0.9587  11.3002  0.1324  0.4949  -0.7741
O  1.3305  8.14  15.3656  -0.0447  0.0478  -0.0988
O  2.305  1.8525  10.9675  0.1881  0.0063  -0.3076
O  6.5405  7.4767  19.4756  -0.0145  -0.0023  -0.0172
O  1.5734  -2.5895  18.0779  -0.0695  -0.0424  -0.0828
O  1.4739  12.131  21.2774  -0.0368  0.0364  0.0526
O  9.0007  2.6582  11.0896  -0.077  -0.0789  -0.1236
O  3.2126  -0.6094  17.5488  0.0137  0.0371  -0.1143
O  8.3135  -1.8958  18.1792  0.0445  0.0583  -0.0756
O  10.1911  -1.6187  16.1851  0.0313  -0.0282  -0.0909
O  -0.5536  2.2406  16.6303  -0.0465  -0.0273  -0.1116
O  0.7046  1.8864  13.1343  0.0771  0.0208  -0.1585
O  6.2839  -1.3268  21.5054  0.0068  -0.0459  0.0705
O  15.5555  7.2561  21.3942  -0.0584  -0.0478  0.1541
O  5.9039  0.2586  23.4539  -0.0239  0.0358  0.3081
O  -4.9126  7.2171  16.0109  -0.0236  0.0296  -0.0929
O  3.5303  1.4478  19.7023  0.03  -0.0073  -0.0501
O  3.8323  -0.0957  21.8409  0.0112  -0.0493  0.0492
O  9.9753  0.3216  11.8384  -0.1348  -0.0045  -0.2419
H  8.64  5.6274  11.3965  -0.094  -0.0533  0.0367

Results
free energy: -135756.143 eV
free energy less fixed offsets of H -15.97, O -568.88, Si -635.61 eV per atom: -4.843 eV

The program warned: the cutoff lies below the one the program advises for these potential files; the forces do not sum to zero within the program's tolerance; the exchange-correlation potential is rough where the density is thin.
